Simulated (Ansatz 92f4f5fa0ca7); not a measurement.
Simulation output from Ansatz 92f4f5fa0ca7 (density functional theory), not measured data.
Periodic cell of 215 atoms, Si132O82B1, from a study of silicon, its oxide and their interface. The atomic structure is a simulated model.
Doubt: the cutoff is far below the 930 eV that the study's wrapper takes by default for these files, so forces and energies are approximate.
This geometry differs little from another in the collection (a relaxation step or a small displacement).

Settings
functional: PBE
potential files: Ansatz PAW
basis: plane waves
wave-function cutoff: 580 eV
density cutoff ratio: 5
exchange-correlation grid ratio: 1
k mesh: 1 x 1 x 1, Gamma-centred
self-consistency stop: 5e-08 eV per atom in the density residual
occupations: fixed
spin: none
net charge: -1 e, with a uniform compensating background and no finite-size correction

Cell vectors (angstrom)
a	10.938	0	0
b	0	10.938	0
c	0	0	31.5432

Atoms and the computed forces on them: element, x, y, z (angstrom), force x, y, z (eV/angstrom)
Si	10.6582	0.6497	24.4841	0.0021	0.2471	-0.2977
Si	6.0287	10.5082	24.1893	-0.118	0.0598	-0.0195
Si	2.0478	3.037	24.2598	-0.2756	-0.1094	-0.2245
Si	8.7881	2.2205	24.3349	-0.1494	0.0577	-0.0365
Si	0.532	4.971	24.2013	-0.0671	0.1576	0.0062
Si	5.0215	5.8891	24.2303	-0.0355	-0.0279	-0.1251
Si	3.3884	7.667	24.1862	-0.0301	0.0803	-0.0034
Si	7.8352	8.8611	24.0462	0.0353	0.0548	-0.1239
B	1.2931	1.5085	25.4344	-0.2434	0.355	0.1506
Si	6.9404	1.3099	25.5094	0.0876	0.0069	-0.0742
Si	3.9764	4.0579	25.324	0.1339	0.0659	0.1324
Si	9.6566	4.1023	25.4506	0.1428	-0.1432	-0.1563
Si	1.4919	6.7968	25.3754	-0.0152	-0.0746	-0.0571
Si	6.8665	6.9755	25.2616	-0.0025	-0.009	0.0701
Si	4.1246	9.6295	25.3417	0.0275	-0.0275	-0.0237
Si	9.5821	9.7106	25.4383	-0.06	-0.1629	0.0744
Si	2.5437	0.2444	26.46	0.2796	-0.3113	0.2185
Si	8.2271	-0.0252	26.9597	0.0251	0.0683	-0.1356
Si	0.1249	2.6629	26.776	0.1026	-0.1454	-0.3282
Si	5.4528	2.7487	26.6566	-0.0311	-0.053	0.0272
Si	2.7621	5.4372	26.8509	-0.067	-0.0288	-0.1029
Si	8.2069	5.5387	26.6308	-0.0074	0.0091	0.0749
Si	0.0314	8.215	26.6402	0.0403	-0.0082	0.0294
Si	5.4891	8.2551	26.7754	-0.0362	0.0275	-0.0777
Si	4.0406	1.3687	27.9909	-0.0244	0.0308	-0.0337
Si	9.6208	1.4057	28.1726	0.0531	-0.0462	0.1865
Si	1.3555	4.0888	28.1721	0.1149	-0.0073	0.1667
Si	6.8244	4.1471	28.019	-0.0102	0.0518	-0.0401
Si	4.1314	6.854	28.1271	0.1434	-0.0686	0.0902
Si	9.5862	6.8622	28.0412	-0.0339	0.0159	-0.0005
Si	1.3895	9.6586	27.9715	-0.001	0.0519	-0.0807
Si	6.8186	9.5584	28.2125	0.0176	-0.1277	0.1836
Si	0.0337	-0.0112	29.4919	-0.0317	0.0403	-0.0198
Si	5.397	0.0329	29.4404	-0.0018	0.0372	-0.0467
Si	2.7587	2.7224	29.492	-0.0238	0.0246	-0.0462
Si	8.183	2.7858	29.4353	0.0215	-0.0155	-0.0288
Si	-0.0277	5.4932	29.4582	-0.0171	-0.0101	-0.0447
Si	5.4911	5.4711	29.4843	-0.0261	0.0427	0.0056
Si	2.7279	8.2651	29.3946	-0.0592	0.0276	0.002
Si	8.233	8.1783	29.507	-0.0377	0.0212	-0.0087
Si	1.383	1.3652	30.8724	0.0094	-0.0012	-0.011
Si	6.7982	1.3975	30.7789	-0.0101	-0.03	0.0234
Si	4.1107	4.104	30.8566	-0.0023	-0.0072	-0.0007
Si	9.54	4.131	30.8221	0.0149	0.0016	0.0164
Si	1.3582	6.8821	30.772	0.0206	-0.0102	0.0192
Si	6.8543	6.8186	30.8761	0.0204	-0.0076	0.0016
Si	4.0691	9.5951	30.8187	0.0425	-0.0197	0.0096
Si	9.5882	9.5683	30.8657	-0.0087	-0.0066	-0.0084
Si	2.735	-0.0156	0.7004	-0.0332	0.0191	-0.0113
Si	8.1553	0.019	0.6217	0.01	0.0101	0.01
Si	-0.037	2.7577	0.6446	-0.0018	-0.0152	0.003
Si	5.4731	2.7222	0.6775	-0.0164	0.0251	-0.0008
Si	2.6968	5.5029	0.6235	0.0153	0.0045	0.0118
Si	8.2095	5.4444	0.7115	-0.0265	0.0189	0.0007
Si	0.0216	8.1858	0.6796	-0.0212	0.0238	-0.0013
Si	5.45	8.2296	0.6391	-0.0047	-0.0202	0.0102
Si	4.1095	1.3496	2.0515	0.0163	-0.0085	0.0154
Si	9.5085	1.388	1.997	0.0181	-0.0281	0.0288
Si	1.313	4.1475	2.0139	0.0164	-0.0143	0.0027
Si	6.8396	4.0611	2.0631	0	0.0019	0.0313
Si	4.0615	6.8704	1.995	0.0237	-0.0113	0.0353
Si	9.5974	6.8119	2.0515	-0.0071	-0.0026	0.0098
Si	1.3677	9.554	2.0634	0.0248	-0.0143	0.0229
Si	6.8136	9.5855	2.0311	-0.0087	0.0049	-0.0029
Si	-0.0663	-0.0009	3.3292	-0.082	0.0084	-0.1734
Si	5.4601	-0.013	3.4746	-0.0041	-0.0012	0.0422
Si	2.6832	2.7401	3.3227	-0.0415	-0.0104	-0.2032
Si	8.1826	2.6918	3.4876	-0.0045	-0.0248	0.0305
Si	-0.0232	5.4658	3.5042	-0.0049	0.0075	0.0549
Si	5.4344	5.4798	3.3154	-0.0138	0.0483	-0.2171
Si	2.735	8.1974	3.4728	0.0044	-0.0002	0.0262
Si	8.2114	8.1951	3.3569	0.0309	0.0179	-0.1131
Si	1.2735	1.3818	4.64	0.0149	-0.0117	0.1253
Si	6.8323	1.3027	4.9101	0.0165	0.0047	-0.0615
Si	4.0456	4.126	4.6186	0.0207	0.009	0.1545
Si	9.5284	4.0632	4.8903	0.0008	0.0116	-0.0573
Si	1.3512	6.8676	4.8884	-0.0064	0.005	-0.056
Si	6.8248	6.8106	4.6554	-0.0126	-0.0075	0.1211
Si	4.098	9.5645	4.8832	-0.0039	-0.0071	-0.0592
Si	9.5566	9.5724	4.73	0.006	0.0058	0.073
Si	2.5987	0.0481	6.0715	0.001	0.031	0.0273
Si	8.2166	-0.1315	6.268	-0.0056	0.0015	-0.0098
Si	-0.0264	2.6523	6.1929	-0.0108	-0.0037	-0.0099
Si	5.3652	2.7742	6.0461	-0.0267	0.0053	0.0259
Si	2.7419	5.429	6.1337	-0.0013	0.0038	-0.0185
Si	8.0847	5.4444	6.1563	-0.003	0.0226	0.0179
Si	-0.0153	8.2984	6.215	-0.0186	-0.0013	0.0176
Si	5.5573	8.1501	6.1455	-0.0016	-0.0009	-0.0071
Si	3.4644	1.941	7.152	0.0467	-0.0551	0.0141
Si	10.0174	0.8292	7.4613	-0.0143	0.0005	0.0639
Si	1.7689	3.6535	7.3426	-0.008	0.0233	0.0705
Si	6.204	4.5273	7.3596	0.0113	-0.032	0.0378
Si	4.6316	6.3034	7.2439	-0.0011	0.0265	0.0562
Si	9.1512	7.1928	7.3102	0.0223	-0.0148	0.0259
Si	0.8836	10.1563	7.4979	0.0275	-0.0108	0.0399
Si	7.4	8.8867	7.4837	0.0026	-0.0073	0.0501
O	4.5632	6.5917	8.8795	0.0197	-0.0178	-0.04
O	1.4056	3.9726	8.946	0.0006	-0.0197	-0.0558
O	9.7341	6.5473	8.7347	-0.0119	0.0109	-0.0251
O	1.3071	10.0923	9.1337	-0.0302	0.0115	-0.0397
O	6.0908	4.213	9.0069	-0.0047	0.0252	-0.0375
O	3.7267	1.5694	8.7313	-0.0211	0.026	-0.0038
O	7.126	8.9542	9.1423	0.0174	-0.0132	-0.0384
O	9.6537	1.0763	9.0736	0.0275	-0.0063	-0.0507
O	8.3035	2.4683	22.757	0.0619	-0.0487	0.0989
O	11.0751	5.4829	22.6558	0.0375	-0.0696	0.05
O	5.6498	0.0936	22.6584	0.0122	0.0002	-0.0415
O	5.2847	5.4214	22.6527	-0.0131	0.0165	0.0419
O	2.1383	2.7053	22.5975	0.0436	0.0041	0.1281
O	3.3384	7.8313	22.5198	0.011	-0.0091	0.01
O	8.3306	8.7491	22.4429	-0.0184	-0.0006	0.0633
O	-0.0204	11.2245	22.8733	-0.0158	0.0032	0.2048
Si	2.1599	2.975	12.9024	0.0011	-0.0123	0.002
Si	8.6878	1.2955	10.3594	-0.0177	0.0112	0.008
Si	1.0632	4.4836	15.3675	-0.0045	-0.0038	0.0338
Si	7.5471	5.5665	12.1988	-0.0029	0.0084	-0.0127
Si	2.4364	8.1646	21.2169	-0.0057	-0.0139	0.0453
Si	5.418	7.7754	12.4763	-0.0009	0.0031	-0.0026
Si	9.2802	0.4392	15.5142	-0.003	-0.0008	0.0337
Si	2.9249	-0.0619	16.685	-0.0099	0.0107	0.0159
Si	10.4726	1.1536	12.6145	0.0092	-0.0042	0.0039
Si	7.7863	2.8146	21.275	0.0394	0.0113	0.0473
Si	9.1434	8.7714	14.4633	-0.0155	0.0104	0.0125
Si	1.4755	4.7755	10.3593	0.0056	0.0056	0.0105
Si	4.5151	9.4708	19.1585	0.0071	0.0249	0.04
Si	11.0963	6.0905	21.1547	0.0059	-0.0185	0.0402
Si	6.6241	10.4339	14.8601	0.0075	0.0049	0.0139
Si	5.4015	0.7355	21.1981	-0.0968	-0.0045	0.0663
Si	2.3447	9.8023	10.3666	0.0103	-0.0026	-0.0055
Si	0.4625	10.6453	21.4634	0.0265	-0.0264	0.0101
Si	5.8772	5.2544	21.1667	0.0118	-0.0062	0.0111
Si	3.6465	7.0805	10.1035	-0.0267	0.008	-0.0026
Si	9.0388	5.6649	14.8449	0.0076	0.0018	0.0318
Si	3.6573	4.0802	19.1528	-0.0074	-0.0002	0.0372
Si	10.0339	3.6675	19.3286	0.001	0.001	0.0536
Si	4.2618	8.6453	15.3761	-0.0085	0.0146	0.0302
Si	0.4674	1.9048	17.1853	0.0017	-0.0047	0.0376
Si	6.8396	7.5296	19.2755	-0.0039	-0.0104	0.0498
Si	5.2383	3.6085	16.7823	0.0025	0.0046	0.0521
Si	7.7857	5.0047	17.5323	0.0012	-0.0167	0.0533
Si	6.6702	9.9091	10.3813	-0.022	0.0175	-0.0039
Si	4.3771	1.0475	10.0928	0.004	-0.0017	-0.0237
Si	-0.0259	9.0836	11.8999	-0.0114	0.0108	-0.0072
Si	9.1149	8.6424	21.0105	0.0148	-0.0354	0.032
Si	4.554	1.6573	14.6015	-0.0056	-0.0063	0.0262
Si	2.4427	2.0794	21.1337	0.0521	0.0153	-0.0052
Si	6.3283	3.3353	10.355	0.0089	-0.0151	-0.0032
Si	3.4165	5.8995	16.7665	-0.0011	-0.003	0.0403
Si	9.8768	6.5353	10.345	-0.0032	0.0036	-0.0031
O	0.1421	2.633	18.6034	-0.0123	0.0075	-0.0241
O	2.9321	9.6135	15.6003	0.0101	-0.0138	-0.0057
O	10.8357	4.8363	20.1357	0.0018	0.0125	-0.0295
O	7.5707	2.3829	9.9376	0.0046	0.0126	0.0281
O	10.924	5.3421	10.7929	0.0032	0.0002	0.0091
O	6.5946	6.7162	12.8694	-0.0005	0.0013	0.0012
O	10.3173	8.059	10.7811	-0.0042	-0.0116	0.006
O	7.6757	9.4451	14.0084	-0.0009	-0.0053	-0.002
O	8.4157	6.2073	10.9823	0.0088	0.0028	0.0059
O	5.374	10.4883	20.0851	-0.0323	0.0447	0.0225
O	2.1662	3.7429	11.4461	-0.0105	0.0196	-0.0097
O	8.0306	8.5319	19.7802	0.0241	0.0008	-0.0125
O	6.2564	6.7207	20.5681	-0.007	-0.0085	-0.02
O	5.5014	2.6964	15.4521	-0.002	-0.0034	-0.0191
O	1.3119	0.9294	20.7224	-0.0229	0.0022	0.0114
O	6.0634	9.0399	11.6365	0.0048	0.0169	-0.0066
O	4.5871	4.9597	16.1329	-0.0026	-0.0014	-0.0116
O	6.5846	3.9096	17.6545	-0.0015	0.0023	-0.0294
O	10.5431	10.6657	11.8203	-0.0023	-0.0047	0.0088
O	5.5889	0.4923	14.0115	-0.0019	0.0007	0.001
O	8.0002	5.0896	15.9308	0.0049	0.0006	-0.0268
O	9.7454	9.7987	15.5918	0.0015	-0.0035	-0.0166
O	-0.4065	5.1159	15.1398	-0.0117	0.0045	-0.0114
O	1.5844	6.8261	20.7949	0.006	0.0155	-0.0279
O	1.514	0.6212	17.2084	0	-0.001	-0.0254
O	6.6061	1.7759	20.8218	-0.0236	-0.0074	-0.0229
O	1.0146	1.7984	12.8448	-0.0078	-0.0024	0.0071
O	3.2348	5.4838	18.358	0.0026	-0.0014	-0.0218
O	9.5297	2.0006	11.5869	-0.0194	-0.0031	-0.0098
O	1.0251	3.075	16.1897	-0.003	0.0056	-0.0218
O	8.5828	5.1214	13.3781	-0.0117	0.0013	-0.0074
O	10.2888	8.5768	13.3126	0.0121	-0.0012	-0.0114
O	1.4769	9.3913	21.6678	0.0077	0.0015	-0.0357
O	10.0762	9.9648	20.7191	0.0003	0.0001	-0.0208
O	3.1695	0.2128	10.8605	0.0023	0.0029	0.0146
O	5.0579	2.371	10.8056	-0.003	-0.0034	0.0146
O	1.7502	4.1548	13.9368	0.0017	-0.0039	-0.0088
O	7.9365	10.8453	10.8484	-0.0082	0.0006	0.0073
O	9.1415	4.4376	18.203	-0.0045	-0.0002	-0.0309
O	5.6451	9.4763	15.7772	-0.003	-0.0045	-0.0131
O	5.5394	-0.0356	9.7725	0.0071	-0.0028	0.0109
O	3.5986	2.3063	13.4114	-0.0062	0.006	0.0026
O	1.9577	5.6377	16.085	-0.0016	-0.0025	-0.0175
O	9.7213	1.034	14.0534	0.0063	0.0079	-0.019
O	4.4011	6.9372	11.5284	-0.0085	-0.0026	-0.0068
O	4.7951	4.4965	20.225	0.0155	0.0121	-0.0119
O	9.9683	1.3191	16.6712	-0.0003	-0.0013	-0.0236
O	6.6723	4.3069	11.6305	-0.0056	-0.0091	-0.0018
O	5.63	8.403	18.5991	-0.0174	0.0268	-0.0074
O	9.0736	2.7449	20.2686	-0.0069	-0.0008	-0.0354
O	3.595	1.1129	15.7918	0.0089	0.0035	-0.0201
O	4.2027	3.0677	17.9528	-0.0001	-0.0021	-0.0207
O	9.9463	7.235	21.002	-0.0142	0.0251	-0.0319
O	3.3623	8.6597	9.8115	-0.0008	-0.0036	0.0184
O	3.9361	7.4027	16.3901	0.0008	0.0073	-0.0207
O	7.6449	0.4632	15.7146	-0.0032	0.0002	-0.0111
O	8.9402	7.2815	15.0376	0.0003	-0.0035	-0.008
O	3.9402	1.4451	21.1668	0.1427	-0.0718	-0.0297
O	1.5989	9.1271	11.6777	0.0027	0.01	0.0017
O	2.3209	6.1553	10.1793	0.0073	-0.0024	0.0184
O	7.3826	6.4546	18.1624	-0.0047	0.0172	-0.0163
O	7.2351	4.3527	21.2019	0.0043	-0.0245	-0.0171
O	4.5509	8.218	13.807	0.0083	-0.0065	-0.0185
O	3.3707	8.632	19.9654	0.0008	0.0015	-0.0201
O	2.4977	3.2726	19.9781	-0.0054	-0.0394	0.0143
O	3.7668	10.3445	17.9825	0.0214	-0.0292	-0.0029

Results
free energy: -130700.305 eV
free energy less fixed offsets of B -154.04, O -568.88, Si -635.61 eV per atom: 2.415 eV

The program warned: the cutoff lies below the one the program advises for these potential files; the exchange-correlation potential is rough where the density is thin.
